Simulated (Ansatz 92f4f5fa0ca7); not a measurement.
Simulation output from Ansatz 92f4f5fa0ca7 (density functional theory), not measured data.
Periodic cell of 220 atoms, Si132O88, from a study of silicon, its oxide and their interface. The atomic structure is a simulated model.
This geometry differs little from another in the collection (a relaxation step or a small displacement).

Settings
functional: r2SCAN
potential files: Ansatz PAW
basis: plane waves
wave-function cutoff: 800 eV
density cutoff ratio: 5
exchange-correlation grid ratio: 1
k mesh: 1 x 1 x 1, shifted by 0.5 0.5 0 of a step
self-consistency stop: 1e-10 eV per atom in the density residual
occupations: fixed
spin: none
net charge: 0

Cell vectors (angstrom)
a	10.88	0	0
b	0	10.88	0
c	0	0	32.0818

Atoms: element, x, y, z (angstrom)
Si	0.1398	-0.1327	-0.4783
Si	2.7238	2.5801	0.1341
Si	0.9212	4.8674	-0.8683
Si	2.4882	8.6461	-0.0697
Si	4.9467	0.4657	-0.1774
Si	9.492	4.7429	-0.6555
Si	5.3002	5.2049	-0.1788
Si	8.1552	7.6707	-0.1208
Si	1.1339	1.3092	1.2131
Si	4.0647	4.0132	1.4014
Si	1.5594	6.9291	1.3546
Si	4.0167	9.7787	1.3243
Si	7.1654	1.8162	1.4512
Si	8.9004	3.6667	1.3824
Si	6.5634	6.6987	1.2432
Si	9.4858	9.4224	0.9261
Si	-0.1342	2.7534	2.5633
Si	2.5572	0.0741	2.6861
Si	-0.0447	8.1941	2.5172
Si	2.8404	5.5335	2.7269
Si	5.4694	2.7583	2.7866
Si	8.2505	-0.0183	2.474
Si	5.3743	8.2505	2.5599
Si	7.9637	5.3966	2.6652
Si	1.321	4.1291	3.8937
Si	4.0256	1.3703	4.0083
Si	1.3011	9.4936	3.9886
Si	4.1526	6.8864	4.0613
Si	6.7519	4.1149	4.1677
Si	9.5457	1.3093	3.9695
Si	6.8225	9.5633	3.8705
Si	9.4694	6.792	3.8705
Si	0.0081	-0.0062	5.3577
Si	2.6841	2.7817	5.3069
Si	-0.0351	5.4537	5.2817
Si	2.7	8.1747	5.3614
Si	5.4422	-0.0114	5.2997
Si	8.1767	2.6731	5.3555
Si	5.4435	5.5103	5.4525
Si	8.1551	8.1723	5.2583
Si	1.3794	1.3742	6.674
Si	4.0641	4.0978	6.6968
Si	1.3507	6.7738	6.6798
Si	4.1033	9.522	6.6976
Si	6.8057	1.3276	6.6982
Si	9.5447	4.0612	6.6863
Si	6.8586	6.8389	6.7181
Si	9.5242	9.4951	6.6566
Si	0.0414	2.7146	8.0551
Si	2.7511	0.0339	8.0352
Si	0.0085	8.1501	8.0286
Si	2.7386	5.4377	8.0542
Si	5.4446	2.7159	8.0274
Si	8.2046	-0.0331	8.035
Si	5.484	8.171	8.0613
Si	8.1849	5.4271	8.0494
Si	1.4464	4.0381	9.4054
Si	4.1145	1.3655	9.4146
Si	1.3982	9.5198	9.3648
Si	4.1303	6.7871	9.3983
Si	6.8106	4.055	9.3989
Si	9.5749	1.3223	9.4016
Si	6.874	9.5019	9.4078
Si	9.556	6.7745	9.3938
Si	0.0928	-0.0144	10.7881
Si	2.8003	2.7136	10.8377
Si	0.0861	5.4155	10.6795
Si	2.7864	8.1832	10.7134
Si	5.5114	-0.0063	10.7089
Si	8.1772	2.6639	10.7286
Si	5.4601	5.4095	10.7868
Si	8.2165	8.1276	10.7847
Si	1.5306	1.2706	12.2018
Si	4.1109	4.1042	12.2424
Si	1.4018	6.8202	12.0151
Si	4.2381	9.4749	12.0579
Si	6.7898	1.3384	12.1286
Si	9.6701	3.9713	11.9678
Si	6.8823	6.7154	12.1293
Si	9.5889	9.5107	12.1296
Si	-0.0196	2.5184	13.4214
Si	3.0165	-0.0662	13.525
Si	0.1091	8.1628	13.4439
Si	2.6498	5.5212	13.5057
Si	5.6232	2.8471	13.5676
Si	8.1312	-0.0897	13.4436
Si	5.494	8.054	13.4663
Si	8.4155	5.3714	13.3171
Si	0.8721	4.9511	14.9919
Si	4.408	0.7149	15.3588
Si	1.7718	9.2852	14.6754
Si	3.8463	7.0154	14.7825
Si	7.3886	3.8654	14.7282
Si	9.3266	1.4032	14.7454
Si	6.7188	9.5021	14.8042
Si	9.954	6.4662	14.6565
Si	-4.492	9.5027	29.9555
Si	-1.4754	-2.6788	19.8893
Si	5.7386	5.5359	16.8487
Si	8.7543	8.2607	16.7773
Si	5.0749	-2.8105	22.5824
Si	-1.9076	-0.5406	24.6645
Si	-0.347	10.8228	16.2418
Si	8.521	-0.325	21.6284
Si	4.1372	4.0041	18.9491
Si	5.2318	15.5855	25.8255
Si	0.8394	1.3413	18.6278
Si	3.7655	-4.6095	20.5844
Si	1.8736	2.3001	23.5526
Si	-4.9586	7.3043	19.092
Si	4.5436	8.3903	25.694
Si	1.2201	-6.4864	18.0362
Si	7.3652	6.5932	21.5143
Si	-7.0348	0.9403	18.5352
Si	-12.2924	8.8343	27.0556
Si	0.0526	-6.4435	22.6762
Si	-1.1709	-6.5215	24.6346
Si	0.654	6.2607	20.3574
Si	5.7172	-0.8989	20.4165
Si	10.6247	1.7948	21.518
Si	-3.5929	1.1062	28.5033
Si	2.7816	6.4013	26.9382
Si	0.033	1.747	25.8085
Si	6.8601	4.4053	23.5561
Si	4.8914	2.3467	24.0866
Si	6.0718	0.1287	25.8005
Si	7.6275	5.046	27.9644
Si	-0.6529	11.4847	28.5057
Si	10.4473	6	26.8726
Si	7.2639	3.746	29.8124
Si	6.603	7.836	27.6841
Si	13.9775	6.5733	30.0097
O	-0.1937	0.5415	-1.9844
O	1.3428	-1.2223	-0.676
O	9.267	5.0915	-4.4526
O	-0.6448	7.4863	-4.6462
O	1.2271	5.8412	-5.1395
O	-3.5803	8.4943	-1.2556
O	-5.1616	19.5309	-3.3223
O	-3.5141	10.6271	-2.725
O	5.2047	-0.5828	-1.3882
O	3.7921	1.5491	-0.6113
O	1.8634	3.5286	-0.9118
O	8.7897	3.7055	-1.7058
O	6.3697	4.3205	-1.0366
O	11.7748	5.6144	0.5868
O	8.9657	6.3394	-0.7395
O	7.1932	17.4193	-3.6742
O	-1.121	-1.4578	16.3233
O	-7.4136	-8.7459	23.3447
O	4.0117	0.8352	16.928
O	-2.5271	2.6494	15.3238
O	0.6574	14.2456	14.6732
O	-3.9102	10.7158	21.1553
O	4.4949	6.1126	15.9884
O	7.3552	8.7306	16.0977
O	6.8388	4.7945	15.9516
O	5.3229	4.4642	17.9717
O	11.8359	5.0876	16.6102
O	4.8122	2.2086	14.868
O	5.6911	10.6131	15.4075
O	8.7733	8.123	18.3933
O	9.2775	6.8826	16.1104
O	8.7398	-3.6791	20.9763
O	2.7936	-2.714	15.3689
O	-9.9913	2.8202	17.9851
O	4.3279	-3.7321	19.3247
O	11.8224	1.4054	22.5536
O	12.02	10.3584	15.753
O	-1.0129	0.782	24.998
O	17.2293	-2.0654	19.4652
O	4.7628	3.1999	25.4509
O	8.7977	-0.9465	23.1077
O	2.7927	4.5474	18.2696
O	1.4728	1.8096	25.0512
O	6.5389	6.2741	20.1727
O	-15.9082	16.2158	24.4431
O	-1.6972	1.1335	21.7632
O	4.6405	-2.5167	24.0891
O	10.6915	0.4933	17.7389
O	7.4774	10.4725	25.2414
O	-8.6724	-4.3797	20.5242
O	4.8058	10.8715	19.4281
O	-1.5915	-12.0685	20.4921
O	11.029	-5.064	21.839
O	-0.5738	3.2467	25.6764
O	-4.5131	6.8192	17.6269
O	4.1789	2.417	19.0872
O	8.1356	3.9851	24.4661
O	4.1886	4.7088	20.4088
O	4.8031	9.3428	21.604
O	-1.1722	-1.73	25.4864
O	6.6561	7.7045	22.4636
O	0.0449	-3.2091	19.8543
O	0.3899	-5.7541	19.2189
O	-0.5139	3.3763	21.5901
O	-7.8018	7.8205	26.1493
O	5.9883	13.9759	23.1306
O	11.1828	1.3067	27.3651
O	0.2138	-9.5116	20.0757
O	-0.8755	-5.0658	25.3222
O	5.4441	0.9207	24.5526
O	4.2686	6.7879	22.0249
O	12.3838	14.7417	23.2205
O	8.8518	1.4444	28.2573
O	-3.0063	-2.1576	27.2634
O	6.4062	11.8479	27.1521
O	3.8275	5.3475	26.2912
O	13.1614	0.6327	18.7736
O	4.2603	-5.1318	30.7662
O	4.9558	-0.9965	26.1743
O	3.1515	8.0499	30.6475
O	1.6235	5.9155	30.1922
O	-11.7134	-0.9293	28.0517
O	5.6894	-3.4248	26.4003
O	6.3579	1.25	32.1898
O	6.666	2.2972	29.3988
O	7.4934	-5.6733	22.3115
O	6.5008	15.5079	26.8441
O	3.3313	6.6323	28.4347

Results
free energy: -134618.207 eV
free energy less fixed offsets of O -570.45, Si -639.56 eV per atom: 3.313 eV

Forces (eV/angstrom), in the order of the atoms: element, x, y, z
Si	-0.007	-0.0015	0.0167
Si	0.0019	0.0025	0.0118
Si	0.008	-0.0072	0.0023
Si	-0.0036	0.0083	-0.0053
Si	0.0027	-0.0004	-0.0017
Si	-0.0062	0.0025	0.0046
Si	-0.0024	-0.0005	0.0113
Si	-0.0087	-0.0048	0.0155
Si	0.0041	-0.0032	-0.0025
Si	-0.0041	-0.003	-0.0065
Si	0.0079	-0.0056	0.015
Si	0.0004	0.001	0.0059
Si	0.0012	-0.0022	0.0082
Si	-0.0003	0.0014	0.006
Si	0.0045	0.0047	-0.0043
Si	0.0053	-0.0025	-0.0056
Si	-0.0009	0.0003	-0.003
Si	-0.0011	0.0004	0.0012
Si	-0.0036	0.0052	-0.0021
Si	-0.0004	0.0004	-0.004
Si	0.0033	0.0029	0.0002
Si	-0.0009	0.0014	0.0009
Si	0.0021	-0.0037	0.0003
Si	-0.0031	-0.0026	-0.0048
Si	-0.0001	0.0022	0.0002
Si	-0.0005	-0.0013	-0.0013
Si	0.0047	-0.002	0.0004
Si	0.0002	0.0023	0.0008
Si	0.0021	-0.002	-0.0002
Si	0.0022	-0.0027	0.001
Si	-0.0006	0.0028	-0.0006
Si	0.0033	0	-0.0003
Si	-0.0019	0.0012	-0.0014
Si	0.0003	0.0019	-0.0012
Si	0.0012	-0.0006	-0.0007
Si	-0.0015	0.0003	-0.0001
Si	0.0005	-0.0012	-0.0006
Si	-0.0014	-0.0004	-0.001
Si	0.0009	0.0011	-0.0025
Si	0.0006	0.0003	-0.0007
Si	0.0019	-0.0018	0
Si	0.0007	0.0003	0.0002
Si	0.0002	0.0003	-0.0002
Si	0.0003	-0.0001	-0.0005
Si	0.002	0.0009	-0.0004
Si	-0.0004	0.0002	-0.0002
Si	-0.0001	-0.0017	0
Si	0.0013	0.0014	-0.0003
Si	-0.0001	0.0024	-0.0004
Si	0.0008	0.0007	-0.0005
Si	0.0003	-0.0004	-0.0001
Si	-0.0005	0.0006	-0.0002
Si	-0.0005	-0.0008	-0.0001
Si	-0.0015	-0.0013	0
Si	0.0007	0.0018	-0.0005
Si	0.0008	0.0001	0.0001
Si	0.0021	-0.0007	0.0008
Si	-0.0024	0.0002	0.0001
Si	-0.0011	0	-0.0012
Si	0.0021	-0.0022	-0.0005
Si	0.0024	0.0029	-0.0002
Si	-0.0002	0	-0.0004
Si	0.0011	-0.0009	0.0015
Si	0	-0.0022	0.0013
Si	0.0032	-0.0007	0.001
Si	0.0034	-0.0003	0.002
Si	-0.0004	0.0021	-0.002
Si	-0.0018	0.0008	-0.0024
Si	0.002	0.0004	-0.0022
Si	0.0008	0.0009	0.0014
Si	-0.0048	-0.001	0.0013
Si	-0.0017	0.0005	0.0001
Si	-0.0026	0.0028	-0.0039
Si	0.0004	0.0021	-0.0012
Si	-0.0002	-0.0047	0.0013
Si	-0.0017	-0.0021	0.0018
Si	0.002	0.0028	0.0008
Si	-0.0008	-0.0009	-0.0022
Si	0.0017	0.0004	0.0001
Si	0.0009	-0.0031	0.0023
Si	0.0033	-0.007	-0.0013
Si	-0.0054	0.0054	0.0057
Si	-0.0053	0.0046	-0.0042
Si	0.0031	-0.0009	0.0018
Si	-0.0023	0.0095	-0.0033
Si	0.0006	-0.0007	-0.0017
Si	0.0033	-0.0028	-0.0005
Si	-0.0013	0.0027	0.0005
Si	-0.0012	0.0067	-0.0031
Si	-0.0058	0.0183	0.0022
Si	-0.0022	-0.0058	0.0007
Si	-0.0096	-0.0153	-0.0104
Si	0.0062	-0.0005	-0.0082
Si	0.0009	0.001	-0.01
Si	0.0137	-0.0025	-0.0016
Si	0.0076	-0.0029	0.0024
Si	0.0021	-0.0007	0.0044
Si	0.0001	-0.0018	-0.0043
Si	0.001	-0.0025	-0.0037
Si	-0.0036	-0.0067	-0.0051
Si	-0.0004	0.0007	-0.0045
Si	0.0003	0.0003	0.0005
Si	-0.0038	0.005	-0.0035
Si	0.0026	-0.0008	-0.0017
Si	-0.0088	0.0134	-0.0139
Si	-0.0009	-0.0016	0.0002
Si	0.0096	-0.0003	0.0004
Si	0.0004	0.0006	-0.0057
Si	-0.0012	-0.0002	-0.0001
Si	-0.0051	0.0019	-0.0046
Si	0.0004	-0.0004	0.0005
Si	0.011	0.0064	-0.0117
Si	0.0005	-0.0006	-0.0022
Si	-0.0147	-0.0001	-0.0047
Si	-0.0003	-0.0009	0.002
Si	-0.0038	-0.0008	-0.0018
Si	-0.0011	0.0018	-0.0017
Si	0.002	-0.004	-0.0044
Si	0.0025	0.0023	-0.0047
Si	-0.0009	0.0047	-0.0032
Si	0.0008	-0.002	0.0034
Si	0.001	-0.0014	0.0036
Si	0.0005	-0.0017	0.0021
Si	-0.0012	0.0008	-0.0001
Si	0.0003	-0.0001	0.0021
Si	0.0007	0.002	0.0016
Si	-0.0022	0.0017	0.0031
Si	0.0002	0.0003	0.0084
Si	0.0008	0.002	-0.0002
Si	0.0025	-0.0026	0.0053
Si	0.0012	0.0012	0.0048
Si	0.0053	0	0.0014
O	-0.0008	0.0024	-0.0089
O	0.0091	-0.0038	-0.0082
O	0.0012	-0.0013	0.0003
O	-0.0008	-0.0008	0.0013
O	-0.0018	-0.0002	-0.0008
O	0.001	0.0011	-0.0038
O	-0.0013	-0.003	-0.0028
O	0.0006	0.0006	-0.0021
O	-0.0029	-0.0001	-0.0037
O	-0.0017	-0.0022	0.0005
O	-0.003	0.0093	-0.0043
O	0.0015	-0.0015	-0.003
O	0.0034	-0.0022	-0.0065
O	-0.0022	0.0046	-0.0045
O	0.0062	-0.0015	-0.0094
O	-0.0005	-0.0019	-0.0008
O	0.0013	-0.0016	0.0012
O	-0.0004	-0.0001	-0.0003
O	-0.0019	-0.0031	0.0082
O	0	-0.0004	0.0061
O	-0.0044	0.0033	0.002
O	0.0013	-0.0007	-0.0006
O	0.004	0.0008	0.0073
O	-0.001	0.0029	0.0092
O	-0.0025	-0.0011	0.0064
O	-0.0065	-0.003	0.0039
O	0.0003	-0.0077	0.0093
O	0.0024	-0.0038	0.002
O	0.001	-0.0222	-0.0138
O	0.0007	-0.002	-0.0004
O	-0.0063	0.0048	0.0025
O	-0.0038	-0.0031	0.0016
O	0.0082	0.0099	-0.0052
O	0.0083	0.0015	0.0017
O	0.0025	0.0002	-0.0015
O	0.0028	-0.0012	-0.0015
O	0.0009	-0.0029	0.0022
O	-0.0007	0.0001	-0.0008
O	-0.0006	0.002	-0.0017
O	-0.001	-0.0007	0.0004
O	0.0012	-0.0028	-0.0012
O	-0.0046	-0.0044	0.0021
O	-0.0003	-0.0014	0.0009
O	-0.0001	-0.0015	0.0003
O	-0.0017	-0.0008	0.0028
O	0.002	-0.0014	-0.0004
O	-0.0016	0.0006	-0.001
O	0.0029	0.0027	-0.0006
O	0.0002	-0.0007	0.0005
O	-0.0021	-0.0006	-0.0006
O	-0.0011	-0.0008	0.002
O	-0.0006	-0.0026	-0.0006
O	-0.0011	-0.0005	0.0037
O	0.0009	0.0014	-0.0002
O	0.003	0.0008	-0.0008
O	-0.0048	0.0049	-0.0017
O	-0.0016	-0.0014	0.0014
O	0	0.0005	0.0019
O	-0.0021	-0.0003	0.0017
O	0.0007	-0.0011	-0.0009
O	-0.0007	0.0002	0.0011
O	-0.0001	-0.0054	-0.0007
O	0.0041	-0.0033	0
O	-0.0015	-0.004	0.0022
O	-0.0008	0.0005	-0.0014
O	-0.0018	-0.0012	-0.0008
O	0.0003	0.0001	-0.0016
O	0.0044	-0.0001	-0.0023
O	-0.0014	0.0022	0.0023
O	0.0004	-0.0017	0.0002
O	0.0024	0.0015	0.0034
O	-0.0001	0.0007	0.0028
O	0	0.0003	-0.0021
O	-0.0003	0.0003	-0.0002
O	-0.0014	-0.001	-0.0019
O	-0.0015	0.0021	-0.0003
O	0.0035	0.0005	-0.0032
O	-0.0029	-0.0005	-0.0048
O	-0.0018	-0.0015	0.0012
O	0.0052	0.0008	0.0018
O	-0.0035	-0.0012	0.002
O	0.0004	-0.0013	-0.0013
O	-0.0022	-0.0022	-0.0023
O	-0.0021	-0.0005	-0.0059
O	0.0006	0.0009	-0.0013
O	0.0004	-0.0017	0.0019
O	0.0012	-0.0006	0.0019
O	0.0015	-0.0025	-0.0022

The program warned: the cutoff lies below the one the program advises for these potential files; the forces do not sum to zero within the program's tolerance; empty levels may hold ghost states of the PAW files; the exchange-correlation potential is rough where the density is thin.
